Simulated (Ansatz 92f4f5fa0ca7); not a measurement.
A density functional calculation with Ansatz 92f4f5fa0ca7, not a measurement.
Periodic cell of 208 atoms, Si128O80, from a study of silicon, its oxide and their interface. The atomic structure is a simulated model.
Doubt: the cutoff is far below the 930 eV that the study's wrapper takes by default for these files, so forces and energies are approximate.

Settings: functional PBE; potential files Ansatz PAW; basis plane waves; wave-function cutoff 580 eV; density cutoff ratio 5; exchange-correlation grid ratio 1; k mesh 1 x 1 x 1, Gamma-centred; self-consistency stop 5e-08 eV per atom in the density residual; occupations fixed; spin none; net charge 0.

Cell vectors (angstrom)
a  10.938  0  0
b  0  10.938  0
c  0.4687  0.8381  30.928

Atoms: element, x, y, z (angstrom)
Si  2.1166  -0.8091  23.346
Si  5.2067  1.6219  23.3358
Si  1.5045  5.1978  23.4411
Si  4.3343  -3.0539  23.4681
Si  -3.791  0.1836  23.2701
Si  -1.2765  2.5956  23.3753
Si  7.3969  4.7876  23.5249
Si  -0.7448  -3.5435  23.5689
Si  3.3197  0.81  24.5994
Si  5.8872  3.4554  24.729
Si  3.1516  -4.6544  24.7499
Si  5.8667  -1.9981  24.8224
Si  -2.2506  0.9892  24.8286
Si  0.455  3.5385  24.6995
Si  8.614  6.2854  24.8745
Si  0.4616  -1.8698  24.7266
Si  1.8842  2.1697  26.0426
Si  4.5531  4.8976  26.0842
Si  1.8194  -3.2436  26.1359
Si  4.57  -0.5118  26.1355
Si  7.2837  2.2458  26.1921
Si  10.0538  4.9019  26.1536
Si  7.2801  7.673  26.1856
Si  -0.9015  -0.5001  26.0971
Si  0.4687  0.8381  27.5097
Si  3.2032  3.5726  27.5097
Si  0.4687  6.3071  27.5097
Si  3.2032  -1.8964  27.5097
Si  5.9377  0.8381  27.5097
Si  8.6722  3.5726  27.5097
Si  5.9377  6.3071  27.5097
Si  8.6722  -1.8964  27.5097
Si  1.3673  -1.3673  3.418
Si  4.1018  1.3673  3.418
Si  1.3673  4.1018  3.418
Si  4.1018  -4.1018  3.418
Si  6.8362  -1.3673  3.418
Si  -1.3673  1.3673  3.418
Si  6.8362  4.1018  3.418
Si  -1.3673  6.8362  3.418
Si  2.6932  0.0108  4.8463
Si  5.4847  2.713  4.8235
Si  2.7518  5.4502  4.7092
Si  5.4872  -2.7328  4.7534
Si  -2.7118  0.0081  4.8069
Si  -0.0009  2.6753  4.7669
Si  8.2434  5.516  4.7912
Si  -0.0162  -2.7338  4.8647
Si  1.2873  1.3775  6.2802
Si  4.0413  4.0682  6.1026
Si  1.4321  -4.1846  6.1106
Si  4.1396  -1.3675  6.1117
Si  -4.064  1.3549  6.1992
Si  -1.2004  4.2301  6.0618
Si  6.8448  -4.0655  6.1621
Si  -1.4153  -1.3134  6.2724
Si  -0.3974  0.3181  7.712
Si  2.3569  3.1017  7.458
Si  0.6701  -6.0716  7.341
Si  3.0758  -3.0443  7.337
Si  5.6696  -0.1825  7.4724
Si  -2.8009  2.4152  7.9489
Si  5.2278  5.6479  7.3579
Si  -3.0768  -2.4192  7.5676
Si  1.836  -0.5291  28.877
Si  4.5705  2.2054  28.877
Si  1.836  4.9399  28.877
Si  4.5705  7.6744  28.877
Si  7.305  -0.5291  28.877
Si  -0.8985  2.2054  28.877
Si  7.305  4.9399  28.877
Si  10.0395  -3.2636  28.877
Si  3.2032  0.8381  30.2442
Si  5.9377  3.5726  30.2442
Si  3.2032  6.3071  30.2442
Si  5.9377  -1.8964  30.2442
Si  -2.2658  0.8381  30.2442
Si  0.4687  3.5726  30.2442
Si  8.6722  -4.6309  30.2442
Si  0.4687  -1.8964  30.2442
Si  1.3673  1.3673  0.6835
Si  4.1018  4.1018  0.6835
Si  1.3673  6.8362  0.6835
Si  4.1018  -1.3673  0.6835
Si  6.8362  1.3673  0.6835
Si  -1.3673  4.1018  0.6835
Si  6.8362  -4.1018  0.6835
Si  -1.3673  -1.3673  0.6835
Si  0  0  2.0507
Si  2.7345  2.7345  2.0507
Si  0  5.469  2.0507
Si  2.7345  -2.7345  2.0507
Si  5.469  0  2.0507
Si  8.2035  2.7345  2.0507
Si  5.469  5.469  2.0507
Si  8.2035  -2.7345  2.0507
Si  0.3045  -5.2096  10.272
Si  0.9645  -0.7167  20.4602
Si  7.3154  4.4381  14.5386
Si  6.8599  -4.7099  12.1163
Si  0.2939  1.327  15.9208
Si  3.9061  0.2112  12.4062
Si  2.7025  5.0514  20.6381
Si  -1.9723  -3.0918  10.4799
Si  2.291  0.5393  18.0972
Si  8.5762  1.3372  20.9043
Si  4.951  -0.6805  18.4992
Si  0.0378  -0.8252  10.6796
Si  6.2827  3.911  9.9014
Si  5.6932  1.8928  20.3141
Si  6.9112  -3.0033  19.1688
Si  5.6368  6.1747  21.2315
Si  8.6649  -2.2435  16.8671
Si  -1.446  -2.4748  20.7451
Si  -0.6774  4.1731  15.356
Si  4.6194  4.4395  15.7841
Si  1.0105  0.9737  13.0194
Si  2.5398  -4.6184  14.2459
Si  4.1628  1.6999  9.6882
Si  5.6359  2.0822  14.241
Si  2.259  -2.875  10.186
Si  3.7712  3.3012  18.5311
Si  4.2717  -2.8552  12.3887
Si  0.2163  -4.045  16.3443
Si  0.951  -3.5126  19.3543
Si  6.7902  -0.047  16.2802
Si  -1.8913  0.4239  17.9871
Si  0.8817  4.1483  12.7751
O  0.9833  -3.6664  17.7298
O  -0.3592  5.375  16.4035
O  4.517  2.9351  15.1039
O  2.3707  -2.34  8.6592
O  6.8644  -1.3943  23.6091
O  2.9046  2.4128  8.9096
O  7.4881  2.9123  9.3899
O  8.6732  14.7383  7.2718
O  2.0753  4.5191  22.0377
O  1.5323  0.5454  16.6496
O  2.4489  0.2131  13.1456
O  0.1852  -0.3037  9.1427
O  0.4135  4.4385  11.2483
O  -0.0649  -5.6969  8.7807
O  -2.3929  -3.1226  8.9087
O  -0.6101  -1.0652  20.741
O  -1.3894  -1.6155  10.891
O  6.6582  5.2798  22.1281
O  1.5967  -2.1059  19.8671
O  3.1713  -2.014  22.8914
O  -1.5947  -2.9834  22.2754
O  5.1993  -3.4696  22.1193
O  5.4823  -3.9338  12.541
O  0.377  -4.6153  22.9432
O  3.1795  1.8894  18.0197
O  3.6819  5.6035  15.1511
O  7.5823  -5.2745  13.4812
O  3.7315  -2.9135  10.858
O  4.2666  5.3984  20.8617
O  4.8478  1.9564  21.7185
O  -0.6182  -3.5721  19.8328
O  4.6062  -1.2634  12.6356
O  -1.6715  1.0016  19.4696
O  1.2928  2.5743  12.834
O  7.7478  -1.3228  15.8376
O  5.8677  4.8724  8.6574
O  5.0092  0.7408  8.6692
O  8.6443  3.9483  15.3553
O  7.7162  -3.5131  11.4255
O  6.1877  4.8981  15.6457
O  0.1348  0.3848  11.7728
O  4.8972  1.3217  13.036
O  1.8463  6.2895  20.0566
O  -1.1514  1.9588  21.822
O  4.1769  -4.1387  7.9774
O  5.0651  2.9075  10.333
O  6.476  0.9532  15.0629
O  6.4093  -4.3924  19.8372
O  -1.0047  1.1153  16.841
O  -0.3377  4.5013  13.7953
O  1.719  -4.409  10.2502
O  5.5664  -2.0916  19.0196
O  1.2611  -1.8665  10.9874
O  -1.5406  1.3966  8.2592
O  8.6766  3.8748  23.0129
O  2.1008  5.1529  13.1815
O  3.6508  0.6762  10.8607
O  5.3807  -0.5196  16.9274
O  7.6581  -3.2323  17.7169
O  7.8968  0.1105  21.7738
O  5.1666  3.0588  19.3158
O  3.325  -0.6964  18.3609
O  3.135  -3.332  13.4528
O  1.3075  -3.9963  15.1294
O  1.2067  0.4549  19.3261
O  0.3371  2.9596  15.8006
O  6.6465  4.9285  11.1381
O  7.5191  0.7363  17.5174
O  1.6121  -0.2178  21.8666
O  2.6176  3.8865  19.5105
O  0.1757  0.7195  14.4078
O  4.1058  4.3179  17.3175
O  6.7247  3.1654  13.6868
O  -0.841  -4.2056  10.8034
O  5.4442  0.448  19.5727
O  7.9872  -2.2934  20.1637
O  7.2659  2.2664  20.5681
O  -1.0797  -3.0492  16.0998
O  -1.5737  -1.1881  17.919
O  6.7139  -1.3212  8.1499

Results
free energy: -126869.815 eV
free energy less fixed offsets of O -568.88, Si -635.61 eV per atom: -1.335 eV

Forces (eV/angstrom), in the order of the atoms: element, x, y, z
Si  0.0092  -0.1004  -0.5697
Si  -0.4504  0.2782  -0.3074
Si  -0.0036  -0.0265  -0.3355
Si  -0.3163  -0.2611  -0.3968
Si  0.7495  -0.2397  -0.2415
Si  0.005  -0.0871  -0.3855
Si  -0.0136  -0.0363  -0.4753
Si  0.0274  -0.0218  -0.4986
Si  -0.0518  -0.0467  0.1456
Si  0.1292  0.111  -0.043
Si  0.0202  0.0053  -0.16
Si  0.2602  0.0714  0.0259
Si  -0.0628  0.0523  -0.1709
Si  -0.0274  0.0595  -0.0844
Si  0.0195  -0.0126  0.0206
Si  0.1426  -0.0506  -0.051
Si  0.0194  -0.0002  -0.016
Si  -0.0115  0.1408  0.1119
Si  0.0769  0.0167  0.0594
Si  0.0758  -0.0077  -0.0078
Si  -0.0429  -0.0611  0.1532
Si  -0.13  -0.0703  0.0347
Si  0.1008  0.0298  0.1407
Si  -0.0489  -0.0166  0.074
Si  0.2396  0.0167  -0.4851
Si  -0.1223  -0.1404  -0.3643
Si  0.0206  -0.0169  -0.05
Si  -0.0002  -0.0012  -0.0367
Si  -0.0384  0.0561  0.1663
Si  0.037  0.1193  0.3863
Si  -0.29  -0.4404  -0.0716
Si  0.0443  0.2345  -0.1379
Si  -0.1775  -0.0418  0.4932
Si  -0.1049  -0.0905  0.3778
Si  -0.149  -0.2374  -0.256
Si  0.2065  0.0565  -0.3802
Si  0.215  0.1885  -0.0677
Si  -0.0327  -0.2802  -0.2933
Si  0.1374  0.094  0.4192
Si  0.1178  0.4645  -0.0417
Si  0.0108  0.1124  -0.0021
Si  0.035  -0.0074  -0.0451
Si  0.0066  -0.0663  -0.124
Si  0.0163  -0.0298  -0.0862
Si  -0.0361  0.0465  -0.1827
Si  -0.0814  0.0398  -0.007
Si  -0.1252  0.0205  -0.1737
Si  -0.0028  0.0277  0.012
Si  -0.1607  -0.1559  -0.0538
Si  -0.0375  -0.0012  0.0201
Si  0.0099  0.0161  0.2192
Si  0.0026  0.0256  0.1496
Si  -0.0916  0.0242  0.1845
Si  0.0318  -0.0616  0.0507
Si  -0.0087  -0.0271  0.1132
Si  0.1077  -0.072  0.088
Si  0.2365  -0.1932  0.3797
Si  0.3642  -0.4915  0.2587
Si  -0.2582  0.5702  0.074
Si  0.0323  -0.0531  0.3587
Si  0.0391  -0.1516  0.1577
Si  0.0848  0.0903  0.0787
Si  -0.0188  0.1173  0.5714
Si  -0.1264  -0.0328  0.4432
Si  0.0387  -0.0337  -0.0054
Si  0.0225  -0.0802  -0.0006
Si  -0.0371  0.0078  -0.0413
Si  -0.069  -0.027  -0.0522
Si  -0.0105  0.0332  0.0028
Si  -0.052  0.0843  -0.0413
Si  0.0466  0.0039  0.0176
Si  0.0247  -0.0304  -0.0388
Si  -0.0165  0.055  -0.0207
Si  -0.0144  0.0237  -0.0304
Si  0.0337  0.0127  -0.0042
Si  0.0434  -0.0395  -0.0172
Si  0.049  -0.0682  -0.012
Si  0.0031  -0.0016  0.0026
Si  -0.0587  0.04  -0.0151
Si  -0.0243  -0.007  -0.0293
Si  0.0577  -0.0659  0.0244
Si  0.0266  -0.0317  0.0249
Si  -0.0318  -0.0112  0.0138
Si  -0.0142  0.0142  -0.0021
Si  -0.0283  0.0529  0.0064
Si  -0.0338  0.049  0.0142
Si  0.0304  -0.0182  0.0267
Si  -0.0031  -0.0292  0.003
Si  -0.1398  -0.0144  -0.0286
Si  -0.0448  0.0495  -0.0059
Si  0.0267  -0.0315  0.039
Si  0.052  -0.0279  0.0389
Si  0.0035  -0.064  0.0431
Si  0.014  -0.025  0.0287
Si  0.0036  0.0852  -0.0004
Si  0.086  0.0913  -0.0241
Si  0.112  0.1421  0.2285
Si  0.0039  -0.1076  -0.447
Si  0.0067  0.1281  -0.0147
Si  -0.1194  0.1777  0.1591
Si  0.1187  -0.1265  -0.0237
Si  -0.0224  -0.1861  0.3162
Si  -0.1024  0.0187  -0.448
Si  0.0138  0.0288  0.4713
Si  0.1463  0.0914  -0.0549
Si  0.0344  -0.0863  -0.1144
Si  -0.1257  -0.093  -0.1775
Si  -0.0822  -0.0835  0.3375
Si  -0.0198  0.2976  0.1397
Si  0.025  0.0383  -0.5779
Si  -0.0118  0.1156  -0.1559
Si  0.0588  -0.047  -0.1209
Si  -0.066  -0.006  -0.0825
Si  -0.0434  -0.0646  -0.3945
Si  0.1155  0.0009  0.0256
Si  -0.0822  -0.0342  0.1005
Si  0.015  0.0114  0.075
Si  0.0113  0.006  0.0331
Si  -0.0647  -0.1714  0.1258
Si  -0.0423  -0.0856  0.0933
Si  0.0436  -0.0797  0.3287
Si  -0.1218  -0.1248  -0.0625
Si  0.0605  -0.0374  0.1057
Si  0.0432  0.0317  -0.0329
Si  -0.0229  0.0051  -0.0364
Si  -0.1307  -0.0912  -0.0361
Si  0.0205  -0.0785  -0.2157
Si  0.0348  -0.0361  0.1165
O  0.0061  0.046  0.0768
O  -0.0283  -0.0862  -0.0037
O  0.0449  0.005  -0.0331
O  0.0441  -0.0143  -0.3389
O  -0.4441  0.0411  0.3476
O  -0.1917  0.2697  -0.309
O  0.1192  -0.1388  -0.1603
O  0.1317  -0.1464  -0.1293
O  -0.109  0.0607  0.4895
O  -0.0602  0.0449  -0.0321
O  0.0375  -0.0006  -0.0448
O  -0.0789  0.2176  -0.5155
O  -0.0163  0.0348  -0.1185
O  0.0686  -0.23  -0.1604
O  -0.1803  0.1415  -0.4562
O  -0.0234  0.0678  0.1615
O  -0.0338  0.0385  -0.1773
O  0.0705  -0.0755  0.3034
O  -0.0075  0.0683  0.1336
O  0.126  0.1136  0.3892
O  0.1019  -0.0607  0.2745
O  -0.1231  0.1551  0.2308
O  0.0696  -0.0342  -0.023
O  0.0072  0.0641  0.491
O  0.0021  0.0339  0.0242
O  0.053  -0.0157  0.0185
O  0.0014  -0.0518  0.0161
O  -0.0826  0.0274  -0.1412
O  0.1392  -0.0162  0.0827
O  0.081  -0.1216  0.5058
O  -0.0735  0.0607  0.1977
O  -0.0313  0.0849  -0.0662
O  -0.1064  0.0938  0.2052
O  0.028  0.0461  -0.0409
O  -0.0056  -0.0217  -0.0178
O  -0.0696  0.069  -0.1805
O  0.0299  -0.0263  -0.1537
O  -0.0284  -0.0043  0.035
O  0.0654  0.0637  -0.1451
O  0.0316  -0.0187  -0.0177
O  -0.0144  -0.0085  -0.1573
O  0.0002  0.0651  -0.1005
O  0.0564  -0.0361  0.1099
O  0.1036  0.1723  0.4052
O  -0.0581  -0.0499  -0.6269
O  -0.0324  -0.0431  -0.0756
O  0.013  0.0376  -0.0542
O  -0.121  -0.1882  0.2568
O  -0.0418  0.0291  0.0124
O  -0.0374  0.0125  -0.0769
O  0.0387  -0.0781  -0.1068
O  0.0413  -0.0296  0.0506
O  0.0484  0.0085  -0.0784
O  -0.0363  0.0834  -0.2249
O  -0.1554  -0.1453  0.339
O  -0.0795  -0.0035  -0.062
O  0.0062  0.1622  -0.31
O  0.0771  0.0388  0.0035
O  0.0115  0.0013  0.0281
O  -0.3039  0.0805  0.3322
O  0.1379  -0.025  0.1806
O  0.0401  0.0082  -0.0021
O  -0.0373  0.0393  0.0093
O  -0.0241  -0.0145  -0.0436
O  -0.1312  -0.0943  0.2129
O  -0.0642  0.0778  0.0623
O  -0.0284  -0.2648  -0.3025
O  0.0473  0.0083  0.0981
O  0.1559  -0.0217  0.609
O  0.0079  0.0717  0.1382
O  -0.012  0.0229  -0.0217
O  0.0224  0.0278  0.0284
O  0.0227  -0.0267  -0.0311
O  -0.0286  -0.0894  -0.1088
O  0.0766  0.1463  0.2074
O  0.0893  0.0853  0.1502
O  0.0831  0.0638  0.1243
O  0.0228  -0.0137  -0.0206
O  0.0096  0.0711  0.1256
O  0.1247  0.0244  -0.5218

The program warned: the cutoff lies below the one the program advises for these potential files; the forces do not sum to zero within the program's tolerance; the exchange-correlation potential is rough where the density is thin.
